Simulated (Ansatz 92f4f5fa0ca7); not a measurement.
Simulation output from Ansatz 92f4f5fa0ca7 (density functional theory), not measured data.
Periodic cell of 251 atoms, Si165O86, from a study of silicon, its oxide and their interface. The atomic structure is a simulated model.
Doubt: the cutoff is far below the 930 eV that the study's wrapper takes by default for these files, so forces and energies are approximate.
This geometry differs little from another in the collection (a relaxation step or a small displacement).

Settings
functional: PBE
potential files: Ansatz PAW
basis: plane waves
wave-function cutoff: 580 eV
density cutoff ratio: 5
exchange-correlation grid ratio: 1
k mesh: 1 x 1 x 1, Gamma-centred
self-consistency stop: 5e-08 eV per atom in the density residual
occupations: fixed
spin: none
net charge: 0

Cell vectors (angstrom)
a 10.938 0 0
b 0 10.938 0
c 0 0 37.155

Atoms: element, x, y, z (angstrom)
Si 0 0 0.683
Si 5.469 0 0.683
Si 2.7345 2.7345 0.683
Si 8.2035 2.7345 0.683
Si 0 5.469 0.683
Si 5.469 5.469 0.683
Si 2.7345 8.2035 0.683
Si 8.2035 8.2035 0.683
Si 1.3673 1.3673 2.0503
Si 6.8362 1.3673 2.0503
Si 4.1018 4.1018 2.0503
Si 9.5708 4.1018 2.0503
Si 1.3673 6.8362 2.0503
Si 6.8362 6.8362 2.0503
Si 4.1018 9.5708 2.0503
Si 9.5708 9.5708 2.0503
Si 2.7345 0 35.1035
Si 8.2035 0 35.1035
Si 0 2.7345 35.1035
Si 5.469 2.7345 35.1035
Si 2.7345 5.469 35.1035
Si 8.2035 5.469 35.1035
Si 0 8.2035 35.1035
Si 5.469 8.2035 35.1035
Si 4.1018 1.3673 36.4708
Si 9.5708 1.3673 36.4708
Si 1.3673 4.1018 36.4708
Si 6.8362 4.1018 36.4708
Si 4.1018 6.8362 36.4708
Si 9.5708 6.8362 36.4708
Si 1.3673 9.5708 36.4708
Si 6.8362 9.5708 36.4708
Si -0.2161 0.1489 26.8323
Si 4.9726 0.4511 27.0564
Si 3.2646 2.1828 27.1512
Si 8.4845 2.469 26.9658
Si -0.5767 5.8671 26.9743
Si 4.9663 5.7818 26.9704
Si 3.2458 7.5919 27.0841
Si 8.5407 7.6494 26.8956
Si 1.3818 1.2628 28.2322
Si 6.8168 1.3445 28.2566
Si 4.1083 4.0345 28.3522
Si 9.5305 4.1035 28.3258
Si 1.3256 6.7517 28.2233
Si 6.8018 6.7208 28.2212
Si 4.125 9.4837 28.2538
Si 9.5622 9.4346 28.1444
Si 2.7027 -0.1252 29.639
Si 8.1908 -0.1091 29.5527
Si 0.0474 2.7126 29.6015
Si 5.5427 2.7385 29.6999
Si 2.648 5.3651 29.6547
Si 8.1081 5.3893 29.6819
Si 0.0309 8.1898 29.6039
Si 5.5418 8.1838 29.6221
Si 4.0998 1.315 30.957
Si 9.5648 1.3146 30.9166
Si 1.3499 4.0298 31.0677
Si 6.8358 4.0641 31.1227
Si 4.0844 6.8036 30.9372
Si 9.5592 6.8052 30.947
Si 1.3462 9.5179 31.0487
Si 6.8678 9.5333 31.0283
Si -0.0191 -0.0131 32.3567
Si 5.4704 -0.0252 32.3556
Si 2.749 2.6731 32.3749
Si 8.2356 2.6723 32.3776
Si -0.0277 5.4448 32.3601
Si 5.4335 5.4647 32.3811
Si 2.7432 8.1565 32.3653
Si 8.2302 8.1691 32.3692
Si 1.3536 1.3469 33.7359
Si 6.828 1.3457 33.7354
Si 4.0852 4.0835 33.7383
Si 9.5646 4.0825 33.74
Si 1.3535 6.8136 33.7294
Si 6.8278 6.8296 33.732
Si 4.0951 9.5559 33.7284
Si 9.5647 9.5614 33.7373
Si 2.7413 0.006 3.4332
Si 8.1951 0.012 3.4255
Si -0.003 2.7504 3.4262
Si 5.4899 2.7439 3.4269
Si 2.7473 5.5031 3.4131
Si 8.2227 5.4767 3.4225
Si 0.0186 8.225 3.4162
Si 5.4827 8.2318 3.4232
Si 4.1174 1.3831 4.7952
Si 9.5413 1.3949 4.7982
Si 1.3561 4.1666 4.7596
Si 6.8757 4.1038 4.8018
Si 4.105 6.8908 4.7908
Si 9.5754 6.8861 4.7758
Si 1.3574 9.5951 4.8175
Si 6.8277 9.6059 4.82
Si -0.056 0.022 6.1578
Si 5.4782 0.0394 6.2261
Si 2.7343 2.8053 6.0723
Si 8.2224 2.7513 6.2472
Si 0.0211 5.5609 6.1482
Si 5.5125 5.5194 6.0978
Si 2.7561 8.2646 6.2087
Si 8.2163 8.2437 6.16
Si 1.3111 1.4888 7.3982
Si 6.8437 1.3699 7.6622
Si 4.141 4.1481 7.3987
Si 9.6062 4.2153 7.5305
Si 1.3941 6.892 7.5707
Si 6.8514 6.8787 7.5059
Si 4.0799 9.6565 7.6283
Si 9.5306 9.5933 7.5859
Si 2.6339 0.2088 8.8287
Si 8.0989 -0.0953 9.078
Si 0.1657 2.9839 8.8517
Si 5.4093 2.7985 8.8828
Si 2.8483 5.5154 8.8211
Si 8.1982 5.5083 8.9239
Si 0.0298 8.2614 8.9538
Si 5.468 8.211 8.9233
Si 3.5639 1.9684 10.0974
Si 9.552 0.9154 10.6014
Si 2.0044 3.7775 10.0816
Si 6.5937 4.3348 10.2157
Si 4.3892 6.6048 10.2166
Si 9.3871 7.0634 10.2534
Si 1.1191 9.9811 10.1884
Si 6.9914 9.1687 10.4331
O -0.8304 2.3205 10.0011
O 8.2773 8.1841 10.7225
O 5.4994 5.4787 10.7519
O -0.1003 -0.0801 10.9315
O 7.2423 3.5737 11.5337
O 3.7245 1.6812 11.7294
O 9.9523 6.4323 11.6613
O 3.7555 7.3072 11.5664
O 1.8665 4.2157 11.6787
O 6.3386 9.3108 11.9626
O 8.7497 1.3601 11.965
O 2.2169 9.5281 11.3308
O 10.6959 5.1597 25.509
O 2.9167 8.0581 25.5287
O 8.0359 3.1277 25.5248
O 11.3097 -0.284 25.3346
O 5.2968 5.3225 25.3917
O 3.1238 -8.2737 25.5806
O -1.3523 1.3122 26.5383
O 5.2133 0.3173 25.4161
Si 5.1583 3.5991 17.6885
Si 11.5166 4.975 24.1146
Si 1.0208 8.5167 19.5204
Si 8.4178 3.6541 15.2197
Si 6.7845 9.0796 13.5367
Si 7.6415 2.639 24.0148
Si 10.7778 9.7063 24.0993
Si -0.5098 -2.6766 15.5494
Si 3.1485 2.4633 19.6243
Si 4.2873 15.2338 14.7316
Si 4.6549 1.6062 13.0591
Si 0.0271 2.2974 14.9165
Si 9.3855 4.2998 22.0294
Si 7.9442 8.4069 24.678
Si 10.5304 -0.1459 21.1009
Si 8.8115 10.8222 15.0212
Si 3.1477 8.7047 21.5577
Si 2.649 8.2726 12.2703
Si 1.5244 4.1626 13.2617
Si 7.1892 6.4543 22.3677
Si 7.4979 2.2692 12.4903
Si 6.115 -0.0156 24.0997
Si 1.1821 1.4376 17.6009
Si 6.692 6.293 14.9278
Si 1.897 9.4932 16.7903
Si 4.0304 -1.0335 14.6054
Si -3.5648 1.582 17.1699
Si 0.2549 2.6617 20.1474
Si 2.7785 2.9607 24.0299
Si -0.0429 6.6779 12.9662
Si 3.7518 0.6863 22.1147
Si 5.9908 8.3008 20.1607
Si -1.5271 7.6071 18.2733
Si 2.1688 7.6093 24.1662
Si 5.2619 4.6848 23.8804
Si 6.7111 6.3427 17.96
Si 8.0937 -0.6237 19.3113
O 6.2454 4.7807 18.0052
O 1.9823 8.6457 18.1916
O 5.1759 0.1839 22.7654
O 3.9416 1.5589 20.7364
O 3.3522 9.8381 16.1063
O 3.9832 0.4988 14.0466
O -2.133 -1.8121 18.4316
O 1.0626 2.2024 16.1732
O -0.7906 7.5646 14.1103
O 6.1829 1.2913 12.5544
O 7.8882 5.1774 15.0406
O 0.0478 2.1013 18.6036
O 4.5358 8.5595 20.7747
O 6.5459 6.9185 16.4349
O 10.489 5.1619 22.87
O 8.0627 10.0861 13.763
O 12.7543 6.029 24.1059
O 7.9039 7.092 23.698
O 10.0296 3.6038 15.1691
O -0.9332 0.9793 14.6865
O -0.9776 7.2959 16.7686
O 7.7912 2.7707 14.0039
O 4.7759 13.9441 13.8743
O 2.6306 1.5604 18.3494
O -0.8453 3.7733 20.6365
O 1.3147 7.4125 12.5087
O -0.2395 7.4884 19.2881
O 1.9497 7.9668 20.7329
O -2.8443 2.9717 16.6792
O 5.2952 5.5626 14.4636
O 5.7795 7.2868 18.903
O 0.4595 9.9813 19.9789
O 7.9418 0.7934 18.4918
O 1.8136 3.1971 20.2656
O 4.1823 3.552 18.9975
O 1.2356 3.4872 23.9622
O 4.3065 3.9622 16.335
O -1.9794 -0.3043 20.6663
O 0.3459 5.2351 13.5695
O 2.7821 4.6278 14.2084
O 6.6186 9.7472 19.7268
O 6.2423 3.3967 23.6983
O 7.087 7.4897 13.8782
O 3.788 4.1244 23.4761
O 7.6113 11.4551 15.9436
O 3.2307 7.9701 22.9969
O 7.3829 1.0223 23.968
O 8.7955 3.0485 22.9264
O 11.914 2.6551 13.6291
O 1.0771 8.6186 15.6812
O 6.6553 9.3813 24.2991
O 6.9754 7.6296 21.2732
O 8.151 5.3138 21.6976
O 1.0152 10.8106 17.1903
O 3.2311 8.8626 13.6539
O 2.8586 10.3023 21.7638
O 0.7411 8.3627 24.0504
O 10.8175 -0.6095 22.6181
O 5.5987 9.4731 14.598
O 0.0733 1.3964 21.1365
O 5.7459 5.8166 22.8044
O 9.2369 9.3398 24.3876
O 8.2525 6.4824 18.5237
O -5.0883 2.109 17.4899
O 2.9134 1.5909 23.1723
O 9.5726 -1.3229 15.772

Results
free energy: -153804.977 eV
free energy less fixed offsets of O -568.88, Si -635.61 eV per atom: -5.647 eV

Forces (eV/angstrom), in the order of the atoms: element, x, y, z
Si -0.0436 0.0026 -0.0035
Si -0.041 0.0197 0.0032
Si -0.0329 0.0036 0.0165
Si -0.0239 0.0007 0.0033
Si -0.0127 -0.0419 0.0056
Si -0.0258 -0.0222 -0.001
Si -0.0422 -0.0054 -0.0027
Si -0.0188 -0.0238 0.0089
Si 0.0097 0.0461 0.1454
Si -0.0152 0.037 -0.0363
Si 0.0709 0.0496 0.1211
Si 0.0247 0.04 -0.0468
Si 0.0216 0.1255 -0.0798
Si 0.0174 0.0198 0.1202
Si -0.018 0.0603 0.0259
Si 0.0008 0.1052 0.0756
Si -0.0469 -0.1034 -0.0316
Si -0.0473 -0.1058 0.04
Si 0.0763 -0.0201 0.0376
Si 0.0378 -0.0101 -0.0267
Si -0.1044 -0.1207 0.011
Si -0.0916 -0.0987 -0.0401
Si 0.0554 -0.0174 -0.0323
Si 0.03 0.011 -0.0085
Si 0.0304 -0.0002 -0.011
Si 0.0229 0.0293 -0.0103
Si 0.0318 0.0187 0.0243
Si 0.0295 0.0051 0.0176
Si 0.0212 0.0126 -0.0151
Si 0.0274 0.009 -0.0116
Si 0.0633 -0.0144 0.0167
Si 0.0117 0.0064 0.0225
Si -0.0523 0.1166 0.0591
Si -0.087 -0.0298 -0.0394
Si 0.0604 0.0632 -0.1426
Si 0.0837 -0.0448 0.0542
Si 0.0412 0.0122 -0.0509
Si 0.0218 -0.0317 -0.0437
Si 0.0197 0.0464 -0.1318
Si -0.0018 -0.0354 0.014
Si -0.0445 -0.0238 -0.0439
Si 0.0219 -0.0213 -0.0265
Si -0.0158 0.0196 -0.0231
Si 0.0208 -0.0288 -0.0425
Si -0.0499 -0.0318 0.0003
Si -0.0547 0.0191 -0.0616
Si 0.0076 0.0568 -0.0133
Si -0.0014 -0.0107 -0.0299
Si 0.0371 0.022 -0.0343
Si 0.0034 0.0591 -0.0276
Si -0.0296 -0.0243 -0.0265
Si -0.0395 -0.028 -0.0318
Si 0.0319 0.0496 -0.0423
Si 0.0352 0.0024 0.0237
Si 0.0066 -0.0276 -0.0339
Si -0.0084 -0.0188 0.0086
Si 0.0087 -0.0069 0.0113
Si 0.0168 0.0061 -0.0013
Si -0.0194 0.025 -0.0222
Si -0.0043 0.0066 -0.0137
Si 0.0027 -0.0171 0.0181
Si -0.0172 -0.0042 0.0174
Si 0.0051 0.0117 -0.0134
Si -0.0396 0.0004 -0.0395
Si -0.0098 0.0106 0.0088
Si 0.001 -0.0045 0.0051
Si 0.0271 -0.0046 0.0147
Si 0.017 -0.0155 0.0142
Si 0.004 0.009 0.0125
Si -0.0114 0.0186 0.0072
Si 0.0115 0.0019 0.0121
Si 0.0127 -0.0158 0.0177
Si -0.0068 -0.0057 0.0032
Si -0.011 0.005 -0.0012
Si -0.0015 -0.0045 0.0073
Si -0.0068 0.0021 -0.0011
Si -0.0025 -0.005 -0.0029
Si -0.003 -0.0031 -0.0026
Si 0.0023 -0.0013 -0.0012
Si 0.0042 0.0054 -0.0021
Si -0.0131 -0.0012 0.0037
Si 0.0088 -0.0011 0.0045
Si -0.001 -0.0204 0.0012
Si -0.0043 0.0142 0.0051
Si 0.0266 0.0084 -0.0026
Si -0.0026 0.0063 0.0039
Si -0.0058 0.0111 0.0017
Si 0.0062 -0.0087 0.0042
Si 0.0108 -0.0016 -0.0131
Si -0.0078 0.0031 -0.003
Si -0.0252 0.0121 -0.0279
Si 0.01 -0.0257 0.0103
Si -0.0058 -0.0004 -0.003
Si 0.0044 -0.0047 -0.0131
Si 0.0118 0.0077 0.0073
Si -0.014 0.0071 -0.0196
Si -0.0105 0.0212 0.0018
Si 0.0084 0.0038 0.0157
Si 0.0156 -0.026 -0.0242
Si 0.0019 -0.0186 -0.024
Si -0.0073 -0.005 0.0014
Si 0.012 0.0298 -0.0254
Si 0.0102 -0.0029 -0.0133
Si -0.0035 -0.0011 -0.0292
Si 0.0078 -0.0309 0.0293
Si 0.0138 0.0377 -0.0202
Si 0.0465 0.0138 0.1029
Si 0.0062 0.0043 0.0088
Si -0.01 0.0674 0.0155
Si -0.0415 -0.0118 0.0805
Si -0.0293 0.0064 -0.0321
Si 0.0496 0.0276 0.0786
Si 0.0117 0.0249 0.0099
Si -0.0278 -0.0755 -0.0112
Si -0.1003 0.0131 0.0282
Si -0.0394 -0.0269 0.0004
Si -0.0262 -0.0333 -0.0492
Si 0.0186 0.0183 0.0126
Si -0.0353 -0.0312 0.0244
Si 0.0431 -0.0466 -0.0371
Si -0.0156 -0.0123 0.0565
Si 0.0731 -0.0196 0.0303
Si 0.0031 -0.044 0.1131
Si -0.0923 0.0579 0.027
Si 0.0967 -0.0718 0.0727
Si -0.0381 0.0495 -0.0949
Si -0.0685 0.0421 -0.0079
Si 0.0383 0.0222 -0.0128
O 0.0503 0.018 -0.077
O 0.0071 -0.0215 -0.0237
O 0.0015 0.016 -0.0371
O 0.02 0.0027 -0.0507
O 0.0038 -0.0234 -0.0302
O 0.0297 0.0096 -0.0264
O 0.0114 -0.0158 0.0183
O -0.0189 0.0027 -0.0509
O 0.0276 -0.0037 -0.0809
O -0.0134 -0.0085 -0.0169
O -0.0063 0.0178 -0.039
O 0.0058 -0.0192 -0.0225
O 0.0203 0.0233 -0.0003
O 0.0218 -0.0732 0.1098
O 0.0151 0.0009 0.0236
O -0.0187 -0.0353 -0.0258
O -0.0376 0.0362 0.0437
O -0.0378 -0.0321 0.0284
O 0.0345 -0.0256 0.0426
O 0.0301 0.0076 0.0369
Si -0.0121 0.0045 -0.0573
Si -0.0167 -0.0345 0.0145
Si 0.0155 -0.0087 -0.0273
Si 0.0351 0.0177 0.0381
Si -0.0173 -0.0057 0.0816
Si -0.0503 0.0061 -0.0559
Si 0.0042 -0.0247 0.0221
Si 0.0038 0.0263 0.0328
Si 0.0119 -0.0256 -0.0276
Si 0.0119 0.0162 0.0242
Si -0.052 0.0163 0.0174
Si 0.0041 0.0276 0.0211
Si -0.0126 0.0112 -0.0209
Si -0.0317 -0.0062 0.0174
Si 0.0062 0.0062 -0.0531
Si 0.0083 -0.0001 0.047
Si 0.0207 0.0183 -0.018
Si 0.0256 0.0089 0.031
Si 0.0046 -0.0321 0.0459
Si 0.0139 0.0014 -0.0103
Si -0.0316 0.0224 0.0558
Si -0.0339 0.0189 0.031
Si -0.0005 0.0134 -0.0386
Si -0.0197 -0.026 0.0447
Si 0.0214 -0.0017 -0.0303
Si 0.0285 0.0229 0.0523
Si 0.0161 0.0046 -0.044
Si -0.0325 0.0117 -0.0352
Si -0.0141 -0.0167 0.1279
Si -0.0083 -0.026 0.0668
Si -0.0127 -0.0067 -0.0232
Si 0.0006 -0.0223 -0.0019
Si 0.0121 -0.0012 -0.0528
Si 0.0294 -0.0146 -0.0015
Si 0.0238 -0.0023 0.0064
Si -0.0059 0.0108 -0.0537
Si 0.0001 -0.005 -0.0437
O 0.0046 -0.0063 0.0252
O -0.0079 0.0013 0.0116
O 0.0256 -0.0124 0.0283
O -0.0083 0.0159 -0.0037
O -0.0254 -0.009 0.0038
O 0.0029 0.0005 -0.036
O 0.0001 0.0096 0.0115
O 0.008 -0.0218 0.0089
O -0.0008 -0.0021 -0.0404
O 0.002 0.0057 -0.0475
O -0.007 0.0038 -0.0234
O 0.0045 -0.0003 0.0108
O 0.0021 -0.0011 0.0098
O 0.0026 0.0014 0.0072
O 0.0293 -0.0214 0.0444
O 0.0167 0.0099 -0.0357
O -0.0033 0.0161 0.0287
O -0.015 0.0076 0.003
O -0.0113 -0.0037 -0.0107
O -0.0057 -0.0155 -0.0341
O -0.0059 0.0021 0.0048
O -0.0154 -0.0197 -0.0658
O 0.0132 -0.0254 -0.045
O -0.0034 0.0009 0.0059
O 0.0208 -0.0108 0.0043
O -0.0025 0.0052 -0.0385
O -0.0016 0.001 0.0191
O -0.0163 -0.0033 0.0108
O -0.0266 -0.0137 0.017
O 0.0065 -0.0036 -0.0238
O -0.0083 -0.0028 0.0032
O -0.0083 0.008 0.023
O 0.0037 -0.0085 0.027
O 0.0024 0.0056 0.015
O 0.0021 0.0133 0.0215
O 0.0088 0.0199 0.0089
O 0.0125 -0.0104 0.0304
O 0.0029 -0.0005 0.0278
O -0.0153 0.0106 -0.0372
O -0.008 0.0094 -0.0438
O 0.0058 0.0079 0.0046
O 0.0208 0.0006 0.0136
O 0.0063 -0.0073 -0.0368
O -0.0113 -0.0092 0.0017
O -0.0062 0.0108 -0.0031
O -0.0131 0.006 0.0261
O 0.0131 -0.0042 0.0077
O 0.0109 -0.0015 0.0277
O -0.0089 0.0006 -0.0293
O -0.0058 -0.003 -0.0068
O 0.0472 -0.0204 0.013
O -0.01 0.0249 -0.0091
O 0.0025 0.0034 0.0216
O -0.0046 -0.0002 0.0167
O -0.0175 -0.023 -0.052
O -0.0057 -0.0085 0.0246
O -0.0156 0.0389 0.0081
O -0.0115 0.024 0.0018
O -0.0008 -0.0023 -0.0364
O -0.001 -0.0238 0.0314
O 0.002 0.0071 0.0161
O 0.0193 -0.0011 -0.0028
O 0.008 -0.0069 0.0169
O 0.0055 0.0035 0.0085
O -0.0094 0.0163 0.0271
O -0.0013 -0.0104 -0.0105

The program warned: the cutoff lies below the one the program advises for these potential files; the exchange-correlation potential is rough where the density is thin.
